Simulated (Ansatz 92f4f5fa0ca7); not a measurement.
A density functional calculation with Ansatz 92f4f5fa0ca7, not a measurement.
Periodic cell of 215 atoms, Si132O82As1, from a study of silicon, its oxide and their interface. The atomic structure is a simulated model.
Doubt: the cutoff is far below the 930 eV that the study's wrapper takes by default for these files, so forces and energies are approximate.
This geometry differs little from another in the collection (a relaxation step or a small displacement).

Settings
functional: PBE
potential files: Ansatz PAW
basis: plane waves
wave-function cutoff: 580 eV
density cutoff ratio: 5
exchange-correlation grid ratio: 1
k mesh: 1 x 1 x 1, Gamma-centred
self-consistency stop: 5e-08 eV per atom in the density residual
occupations: fixed
spin: none
net charge: +1 e, with a uniform compensating background and no finite-size correction

Cell vectors (angstrom)
a, 10.938, 0, 0
b, 0, 10.938, 0
c, 0, 0, 31.5432

Atoms: element, x, y, z (angstrom)
Si, 10.4337, 0.5756, 24.3364
Si, 6.0436, 10.5043, 24.1481
Si, 2.1286, 3.248, 24.0788
Si, 8.7008, 2.2583, 24.3046
Si, 0.5005, 5.0555, 24.1634
Si, 5.0535, 5.893, 24.1905
Si, 3.3966, 7.6497, 24.1588
Si, 7.8297, 8.8298, 23.9866
Si, 1.3404, 1.4819, 25.453
Si, 6.922, 1.299, 25.5014
Si, 4.0253, 4.1015, 25.3218
Si, 9.6687, 4.0953, 25.4194
Si, 1.4996, 6.8147, 25.369
Si, 6.8972, 6.9491, 25.235
Si, 4.2322, 9.531, 25.3424
Si, 9.5264, 9.6431, 25.4332
Si, 2.7799, 0.0072, 26.6353
Si, 8.227, -0.0263, 26.9466
Si, 0.0178, 2.7706, 26.9171
Si, 5.4497, 2.7359, 26.6598
Si, 2.7619, 5.4393, 26.837
Si, 8.2264, 5.5256, 26.6215
Si, 0.0409, 8.2129, 26.6455
Si, 5.5573, 8.198, 26.7916
Si, 4.1092, 1.3675, 28.0645
Si, 9.5967, 1.3739, 28.2383
Si, 1.3939, 4.1229, 28.2351
Si, 6.8372, 4.1373, 28.0139
Si, 4.1614, 6.8244, 28.1384
Si, 9.5976, 6.8522, 28.0457
Si, 1.3948, 9.592, 28.038
Si, 6.8491, 9.5365, 28.2379
Si, 0.0538, -0.02, 29.5217
Si, 5.4449, 0.0131, 29.4866
Si, 2.7709, 2.7092, 29.5192
Si, 8.1718, 2.7765, 29.4692
Si, -0.0162, 5.5081, 29.4931
Si, 5.5097, 5.4505, 29.498
Si, 2.7498, 8.2167, 29.4385
Si, 8.2553, 8.1633, 29.5257
Si, 1.3976, 1.3575, 30.8995
Si, 6.8146, 1.3859, 30.8292
Si, 4.1282, 4.0911, 30.8775
Si, 9.5512, 4.1246, 30.8376
Si, 1.3745, 6.8651, 30.8247
Si, 6.8686, 6.8055, 30.8894
Si, 4.0879, 9.5773, 30.8401
Si, 9.6074, 9.5513, 30.8867
Si, 2.749, -0.0298, 0.7181
Si, 8.1791, 0.0065, 0.6466
Si, -0.0239, 2.7545, 0.6614
Si, 5.4786, 2.7125, 0.7061
Si, 2.715, 5.4823, 0.6576
Si, 8.2208, 5.4377, 0.7284
Si, 0.0373, 8.1823, 0.7106
Si, 5.4622, 8.2091, 0.6578
Si, 4.1142, 1.3429, 2.0712
Si, 9.5266, 1.381, 2.0094
Si, 1.3242, 4.1347, 2.0407
Si, 6.8436, 4.0601, 2.0783
Si, 4.0744, 6.8603, 2.0213
Si, 9.6129, 6.8016, 2.0705
Si, 1.3862, 9.5427, 2.0885
Si, 6.8259, 9.5726, 2.0406
Si, -0.0451, 0.0088, 3.3327
Si, 5.4581, -0.0396, 3.4809
Si, 2.6903, 2.7277, 3.3416
Si, 8.2109, 2.701, 3.4887
Si, -0.0104, 5.4616, 3.5289
Si, 5.4435, 5.4735, 3.3316
Si, 2.7472, 8.1871, 3.4978
Si, 8.2096, 8.176, 3.3648
Si, 1.2885, 1.3691, 4.6792
Si, 6.7989, 1.3488, 4.8587
Si, 4.0562, 4.1162, 4.6525
Si, 9.5293, 4.0715, 4.9047
Si, 1.3654, 6.8583, 4.9066
Si, 6.8333, 6.7998, 4.6904
Si, 4.0975, 9.5638, 4.9028
Si, 9.6092, 9.5287, 4.7094
Si, 2.6156, 0.0448, 6.1148
As, 8.2268, -0.1451, 6.2655
Si, -0.0236, 2.6609, 6.1956
Si, 5.3671, 2.769, 6.1009
Si, 2.7491, 5.4208, 6.1638
Si, 8.0842, 5.4319, 6.1933
Si, 0.0032, 8.2873, 6.2478
Si, 5.5455, 8.1409, 6.1544
Si, 3.4637, 1.9362, 7.2029
Si, 10.0858, 0.8375, 7.4957
Si, 1.7617, 3.6512, 7.3756
Si, 6.2071, 4.5226, 7.4084
Si, 4.6355, 6.3019, 7.2818
Si, 9.1912, 7.1536, 7.3419
Si, 0.9155, 10.1308, 7.5399
Si, 7.391, 8.7891, 7.5238
O, 4.5948, 6.6244, 8.901
O, 1.3567, 3.9607, 8.9551
O, 9.7718, 6.5255, 8.7548
O, 1.3046, 10.1057, 9.1672
O, 6.0609, 4.2154, 9.0407
O, 3.6924, 1.6121, 8.7898
O, 7.166, 8.9928, 9.1451
O, 9.5957, 1.031, 9.0507
O, 8.2308, 2.5429, 22.7525
O, 10.9898, 5.5586, 22.6518
O, 5.6215, 0.1052, 22.649
O, 5.2931, 5.3951, 22.6317
O, 2.1513, 2.8005, 22.4795
O, 3.3285, 7.8602, 22.5122
O, 8.3836, 8.746, 22.4139
O, -0.1623, 11.231, 22.7552
Si, 2.1568, 2.9651, 12.8984
Si, 8.6709, 1.3062, 10.3728
Si, 1.0655, 4.5033, 15.3502
Si, 7.5502, 5.5791, 12.2119
Si, 2.4129, 8.1824, 21.2075
Si, 5.4055, 7.7812, 12.4842
Si, 9.2656, 0.4624, 15.4969
Si, 2.9134, -0.0377, 16.6661
Si, 10.4751, 1.1514, 12.6046
Si, 7.7614, 2.8314, 21.2328
Si, 9.1229, 8.7854, 14.4717
Si, 1.4745, 4.7642, 10.3759
Si, 4.483, 9.4835, 19.138
Si, 11.0725, 6.1004, 21.116
Si, 6.6145, 10.4515, 14.8509
Si, 5.387, 0.7336, 21.1724
Si, 2.3444, 9.7961, 10.4086
Si, 0.4299, 10.635, 21.3823
Si, 5.8504, 5.2557, 21.1192
Si, 3.641, 7.0769, 10.1213
Si, 9.044, 5.6879, 14.8557
Si, 3.6527, 4.0857, 19.0891
Si, 10.0297, 3.6638, 19.3243
Si, 4.2555, 8.6734, 15.3711
Si, 0.4573, 1.9242, 17.1614
Si, 6.7921, 7.5353, 19.2468
Si, 5.2599, 3.6249, 16.7451
Si, 7.782, 5.0103, 17.5322
Si, 6.6504, 9.9299, 10.3933
Si, 4.3769, 1.045, 10.1238
Si, -0.0394, 9.0836, 11.9168
Si, 9.1022, 8.6344, 20.9354
Si, 4.5568, 1.6678, 14.5876
Si, 2.4451, 2.0857, 21.0412
Si, 6.3317, 3.3362, 10.3908
Si, 3.4351, 5.9182, 16.7309
Si, 9.8881, 6.5286, 10.3781
O, 0.1205, 2.6283, 18.5903
O, 2.924, 9.6371, 15.5856
O, 10.8597, 4.8043, 20.1521
O, 7.5816, 2.4106, 9.927
O, 10.937, 5.3434, 10.8295
O, 6.5947, 6.7349, 12.8603
O, 10.3218, 8.0581, 10.7834
O, 7.6602, 9.4559, 13.9991
O, 8.4128, 6.2011, 10.9738
O, 5.3553, 10.4779, 20.0814
O, 2.1789, 3.7255, 11.4325
O, 7.9743, 8.5477, 19.7563
O, 6.205, 6.7347, 20.5482
O, 5.5123, 2.718, 15.4114
O, 1.3035, 0.929, 20.7006
O, 6.0363, 9.0396, 11.6128
O, 4.6268, 4.9934, 16.114
O, 6.5963, 3.8991, 17.6424
O, 10.5245, 10.6623, 11.8028
O, 5.5805, 0.4989, 13.9893
O, 8.0154, 5.0865, 15.9346
O, 9.7332, 9.8238, 15.5822
O, -0.3959, 5.1568, 15.1395
O, 1.5717, 6.8327, 20.8082
O, 1.4999, 0.6404, 17.1815
O, 6.5961, 1.7684, 20.8072
O, 1.0223, 1.7787, 12.8251
O, 3.2351, 5.497, 18.321
O, 9.5526, 2.0094, 11.558
O, 1.026, 3.1059, 16.1888
O, 8.5921, 5.1485, 13.3827
O, 10.2661, 8.5746, 13.3168
O, 1.4437, 9.3999, 21.6827
O, 10.0765, 9.9394, 20.6093
O, 3.1831, 0.1983, 10.8912
O, 5.0845, 2.3467, 10.8413
O, 1.7195, 4.1498, 13.9087
O, 7.9017, 10.8737, 10.8693
O, 9.1341, 4.4712, 18.2343
O, 5.6368, 9.5015, 15.7749
O, 5.5248, -0.0384, 9.7335
O, 3.5962, 2.3104, 13.3986
O, 1.9886, 5.6517, 16.0333
O, 9.7039, 1.0468, 14.0273
O, 4.3809, 6.9329, 11.5473
O, 4.7484, 4.4921, 20.2134
O, 9.9571, 1.356, 16.6382
O, 6.6759, 4.3104, 11.6538
O, 5.5822, 8.4069, 18.5761
O, 9.0749, 2.7356, 20.2731
O, 3.6033, 1.1347, 15.7862
O, 4.2126, 3.0793, 17.9014
O, 9.9171, 7.2221, 20.8931
O, 3.3384, 8.651, 9.8198
O, 3.9372, 7.4287, 16.3777
O, 7.6324, 0.4882, 15.6967
O, 8.9168, 7.3008, 15.0557
O, 3.9305, 1.4424, 21.146
O, 1.5901, 9.1265, 11.7078
O, 2.3338, 6.127, 10.1398
O, 7.3456, 6.4585, 18.1481
O, 7.2145, 4.3642, 21.1204
O, 4.5457, 8.2435, 13.8006
O, 3.331, 8.6599, 19.9574
O, 2.4879, 3.2424, 19.8728
O, 3.7426, 10.3688, 17.9758

Results
free energy: -135411.305 eV
free energy less fixed offsets of As -4856.12, O -568.88, Si -635.61 eV per atom: -6.505 eV

Forces (eV/angstrom), in the order of the atoms: element, x, y, z
Si, -0.0004, -0.0003, -0.0073
Si, -0.0007, 0.0012, -0.0047
Si, -0.0016, -0.0012, -0.006
Si, 0.0002, -0.0016, -0.0036
Si, 0.0014, 0.0004, -0.0031
Si, -0.0004, -0.0004, -0.0053
Si, -0.0003, -0.0001, -0.0046
Si, 0.0015, 0.0001, -0.0056
Si, -0.0002, 0.0017, 0.0062
Si, 0.001, -0.0015, 0.0055
Si, 0.0004, -0.0006, 0.0039
Si, 0.0007, -0.0012, 0.0044
Si, 0.0009, -0.001, 0.0038
Si, 0.0009, -0.0003, 0.003
Si, -0.0007, -0.0011, 0.0033
Si, -0.0016, 0.0001, 0.0064
Si, 0.0012, -0.0001, -0.0042
Si, 0.0006, 0.0011, -0.0058
Si, 0.0009, 0.0012, -0.0053
Si, 0.0001, -0.0007, -0.0032
Si, -0.0028, -0.0005, -0.0052
Si, 0.0019, 0.0003, -0.0034
Si, 0.0018, 0.0004, -0.004
Si, 0.0013, 0.0027, -0.0042
Si, -0.0008, 0.0025, 0.0016
Si, -0.0007, -0.0012, -0.0013
Si, 0.0035, -0.0015, -0.0037
Si, -0.0004, -0.0021, 0.0054
Si, -0.0021, 0.0013, 0.0055
Si, -0.0015, 0.001, 0.0023
Si, -0.0028, 0, 0.0044
Si, 0.0016, 0.0007, -0.0035
Si, 0.003, -0.0025, -0.0009
Si, -0.0015, 0.0005, -0.0001
Si, 0.0014, -0.0016, 0.0003
Si, -0.0024, 0.003, -0.003
Si, -0.0024, 0.0018, 0
Si, 0.0016, -0.0019, -0.0011
Si, 0.0007, 0.0001, -0.0043
Si, 0.0024, -0.0034, 0.0009
Si, -0.0018, 0.002, 0.0002
Si, 0.001, 0.0013, 0.0022
Si, -0.0014, 0.0018, -0.0008
Si, -0.0004, -0.0008, 0.002
Si, 0.0014, -0.0002, 0.0014
Si, -0.0029, 0.0018, 0.0002
Si, -0.0003, -0.0007, 0.0021
Si, -0.0009, 0.0021, -0.0002
Si, -0.0004, -0.0008, -0.0017
Si, -0.0006, -0.0021, -0.0015
Si, 0.0023, -0.0008, -0.0012
Si, -0.0005, 0.0001, -0.0014
Si, 0.0017, -0.0027, -0.0002
Si, 0.0021, 0.0006, -0.0013
Si, -0.0006, 0.0001, -0.0008
Si, 0.0023, -0.0007, -0.0014
Si, 0.0013, 0.0027, 0.0046
Si, -0.0041, 0.0056, -0.0008
Si, -0.0032, 0.0038, 0.0017
Si, -0.0018, -0.0023, 0.0033
Si, -0.0047, 0.0033, -0.0013
Si, -0.0004, -0.0023, 0.0024
Si, 0.0006, 0.0009, 0.0023
Si, -0.0007, 0.0008, 0.0018
Si, 0.0093, -0.0022, -0.0017
Si, -0.0009, -0.0009, -0.0031
Si, -0.001, -0.0047, -0.0037
Si, 0.0019, 0.0034, -0.0046
Si, 0.0007, -0.0011, -0.0052
Si, 0.0053, -0.0032, 0.0008
Si, 0.0008, 0.0017, -0.0028
Si, -0.0017, -0.0006, -0.0071
Si, 0.0053, 0.0006, 0.0047
Si, 0.0027, -0.0067, 0.0008
Si, 0.0044, 0.0019, 0.0061
Si, -0.0006, -0.0017, 0.0046
Si, 0, 0.0002, 0.006
Si, 0.0017, -0.0046, 0.0027
Si, 0.0028, -0.0007, 0.0037
Si, 0.0015, -0.0008, 0.0068
Si, -0.0039, -0.0013, -0.0049
As, -0.0058, 0.0112, -0.0042
Si, 0.0005, 0.0037, -0.0024
Si, -0.0009, 0.0029, -0.0018
Si, -0.0016, -0.0009, -0.0058
Si, -0.0038, -0.0043, -0.0067
Si, 0.0035, -0.0022, -0.0097
Si, -0.0037, 0.0009, -0.0017
Si, -0.0021, 0.0038, 0.0103
Si, -0.012, -0.0007, 0.0069
Si, -0.0005, -0.005, 0.007
Si, -0.0011, 0.001, 0.0076
Si, 0.0055, -0.0026, 0.0071
Si, -0.0032, -0.0058, 0.0068
Si, 0.0103, 0.0063, 0.0127
Si, -0.0031, 0.0082, 0.0101
O, -0.0003, 0.0004, -0.0046
O, 0.0001, -0.0001, -0.0068
O, -0.001, 0.0035, -0.0055
O, -0.0078, 0.0001, -0.0166
O, -0.0001, 0.001, -0.0048
O, -0.0018, 0.0019, -0.0065
O, 0.0011, -0.0038, -0.0042
O, 0.0031, 0.001, -0.0017
O, 0.0003, -0.0003, 0.0025
O, 0.0007, -0.0004, 0.0025
O, 0.0009, -0.0004, 0.0038
O, -0.0006, 0.0014, 0.0065
O, 0.0006, 0.001, 0.0066
O, 0.0008, -0.0004, 0.0043
O, -0.0027, 0.0005, 0.0071
O, 0.0003, 0.0004, 0.0052
Si, -0.0003, -0.0008, 0.0025
Si, -0.0023, 0.0041, 0.0038
Si, -0.0012, -0.0007, 0.0024
Si, -0.003, -0.0022, 0.0008
Si, -0.0001, -0.0002, -0.0038
Si, 0.0022, -0.0001, 0.0025
Si, -0.0006, -0.001, 0.0017
Si, -0.0001, 0, -0.0009
Si, 0.0013, -0.0015, 0.0028
Si, 0.0002, 0.0002, -0.0038
Si, -0.0015, 0.001, 0.0027
Si, 0.0011, -0.0029, 0.0034
Si, 0, 0.0005, -0.0036
Si, 0.0002, 0, -0.004
Si, 0.0009, 0, 0.0027
Si, -0.0002, 0.0001, -0.0042
Si, 0.0047, -0.0009, 0.0074
Si, 0.0005, -0.0003, -0.0029
Si, 0.0007, -0.0011, -0.0061
Si, -0.0015, -0.0031, 0.0026
Si, 0.0006, -0.001, 0.003
Si, -0.0001, -0.0007, -0.0038
Si, -0.0004, -0.0003, -0.0041
Si, 0.0009, 0, 0.0023
Si, 0.0002, 0.0012, -0.0017
Si, -0.0004, -0.0009, -0.0036
Si, 0.0003, 0, 0.0003
Si, -0.0002, -0.0008, -0.0013
Si, -0.0038, 0.0015, 0.0011
Si, 0.0037, 0.0023, 0.0027
Si, -0.0022, 0.0012, 0.0042
Si, 0.0015, -0.0003, -0.0055
Si, -0.0006, 0.0001, 0.0021
Si, 0.001, 0.0007, -0.0052
Si, 0.0023, -0.0004, 0.0022
Si, 0.0012, -0.0008, -0.0001
Si, -0.0004, -0.0025, 0.008
O, -0.0007, 0.0005, 0.0017
O, -0.0006, 0.0002, -0.0007
O, 0.0006, 0.0008, 0.0023
O, 0.0019, 0, 0.0032
O, -0.0011, 0.0009, -0.0026
O, 0, 0.0008, -0.0044
O, 0.0003, 0.0004, -0.0029
O, 0, -0.0002, -0.0015
O, -0.0013, -0.001, -0.001
O, 0.0005, 0.0002, 0.0026
O, -0.0005, 0.0013, -0.002
O, 0.0004, 0.0003, 0.0021
O, 0, -0.0003, 0.0025
O, 0.0001, 0.0005, -0.0008
O, -0.0001, -0.0003, 0.0021
O, -0.0011, -0.0014, -0.0008
O, -0.0008, 0, -0.0004
O, 0.0003, -0.0002, -0.0001
O, 0.0007, 0.002, -0.0011
O, -0.0005, -0.0001, -0.0012
O, 0.0014, -0.0001, -0.0018
O, 0.0004, 0, -0.0011
O, -0.0014, 0.0005, -0.0016
O, 0, -0.0002, 0.0023
O, -0.0004, 0.0001, 0.0001
O, 0.0005, -0.0006, 0.0025
O, -0.0018, -0.0012, -0.0019
O, 0.0001, -0.0003, 0.0015
O, -0.002, -0.0018, -0.0054
O, -0.0016, -0.0017, 0.0003
O, -0.0004, 0.0008, -0.0007
O, 0.0002, -0.0002, -0.0025
O, -0.0006, 0.0006, 0.0009
O, -0.0007, -0.001, 0.0021
O, -0.0026, -0.0019, -0.0026
O, -0.0019, -0.0014, -0.0018
O, -0.0006, 0.0004, -0.001
O, -0.0009, 0.0001, -0.0027
O, 0.0008, -0.0006, 0.0009
O, -0.0007, -0.0005, -0.001
O, 0.0019, -0.0016, 0.0002
O, 0.0001, 0, -0.0012
O, 0, -0.0001, -0.0006
O, -0.0005, 0.0003, -0.0002
O, 0.0011, 0.0006, -0.0014
O, 0.001, 0.0004, 0.0026
O, 0.0015, -0.0004, 0.0001
O, 0.002, 0.0036, -0.0019
O, 0, 0.0002, 0.0013
O, -0.0002, -0.0004, 0.0023
O, -0.0005, -0.0002, -0.0003
O, 0.0001, -0.0004, 0.0009
O, 0.0001, 0.0003, 0.0019
O, -0.0025, 0.0015, -0.0014
O, -0.0001, -0.001, -0.0012
O, 0.0001, 0.0003, -0.0008
O, -0.0005, -0.0014, -0.0009
O, 0.0003, -0.0002, 0.0023
O, -0.0007, 0.0024, -0.0046
O, 0.0023, 0.0015, -0.0014
O, -0.0002, 0.0011, 0.0013
O, -0.0004, 0.0001, 0.0019
O, 0.0002, 0, -0.0016
O, 0.0005, -0.001, 0.0019
O, -0.0003, -0.0009, 0.0027
O, 0.0008, -0.001, 0.0011

The program warned: the cutoff lies below the one the program advises for these potential files; the exchange-correlation potential is rough where the density is thin.
